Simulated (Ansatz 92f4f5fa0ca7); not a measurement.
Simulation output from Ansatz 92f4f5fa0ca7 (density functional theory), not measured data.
Periodic cell of 270 atoms, Si156O102As12, from a study of silicon, its oxide and their interface. The atomic structure is a simulated model.
Doubt: the cutoff is far below the 930 eV that the study's wrapper takes by default for these files, so forces and energies are approximate.

Settings: functional PBE; potential files Ansatz PAW; basis plane waves; wave-function cutoff 580 eV; density cutoff ratio 5; exchange-correlation grid ratio 1; k mesh 1 x 1 x 1, Gamma-centred; self-consistency stop 5e-08 eV per atom in the density residual; occupations fixed; spin none; net charge 0.

Cell vectors (angstrom)
a	11.6015	0	0
b	0	13.3963	0
c	0	0	31.462

Atoms and the computed forces on them: element, x, y, z (angstrom), force x, y, z (eV/angstrom)
As	-0.0145	-0.031	24.4953	-0.0985	0.1469	-0.357
As	3.8267	-0.0564	24.7	0.0504	0.0677	-0.5632
Si	7.6481	-0.2573	24.6416	-0.1451	-0.3265	-0.219
Si	1.9181	3.3654	24.7342	0.0373	0.1077	-0.1958
As	5.7959	3.2876	24.4811	0.0585	-0.0241	-0.2591
As	9.6203	3.2714	24.4926	-0.0672	0.0708	-0.4694
Si	0.0946	6.7415	24.7976	0.0423	0.2816	-0.3212
Si	3.952	6.6165	24.7133	0.1946	-0.0645	-0.3122
As	7.726	6.6236	24.4685	-0.004	-0.0052	-0.3652
Si	1.9373	9.9109	24.9346	0.0546	-0.0242	-0.4059
As	5.7858	10.0124	24.6425	-0.0923	-0.0866	-0.5606
Si	9.7195	9.9801	24.6466	0.0012	-0.0405	-0.4334
Si	-0.0504	2.2129	25.4809	0.0323	-0.2345	0.4469
Si	3.8686	2.2142	25.5213	0.0632	-0.1327	0.545
Si	7.6984	2.0747	25.4045	-0.0529	0.3012	0.2923
Si	1.984	5.5684	25.5604	-0.0123	-0.0861	0.1983
Si	5.8555	5.4856	25.5398	0.1328	-0.058	0.3597
Si	9.6956	5.5435	25.408	-0.1919	-0.1224	0.4818
Si	-0.0391	8.8982	25.7039	-0.0737	0.0215	0.2211
Si	3.9337	8.8422	25.5995	0.0302	0.0923	0.3318
Si	7.755	8.858	25.4645	-0.0905	0.0097	0.4772
Si	1.8623	12.2441	25.5291	0.1688	0.0208	0.6155
Si	5.7322	12.1855	25.6633	-0.0904	0.1026	0.4599
Si	9.6812	12.2149	25.4602	0.0424	0.0664	0.2339
Si	-0.0223	2.1995	27.8825	0.1837	0.1174	-0.1254
Si	3.8737	2.2152	27.9051	-0.1287	0.1705	-0.1338
Si	7.731	2.1787	27.8416	-0.0752	-0.3254	-0.2025
Si	1.9516	5.5751	27.9213	0.0207	-0.0349	0.1247
Si	5.8475	5.5279	27.9162	-0.1713	0.0821	-0.0878
Si	9.6736	5.5413	27.8367	0.2127	0.139	-0.0879
Si	-0.0366	8.9204	28.0259	-0.0122	0.0056	0.055
Si	3.8876	8.8812	27.9555	-0.0581	-0.1304	-0.0452
Si	7.7306	8.8939	27.8661	0.2021	0.0785	-0.0999
Si	1.9042	12.2713	27.9149	-0.0563	-0.2164	-0.2377
Si	5.7554	12.2332	27.9966	0.2199	0.0676	-0.1074
Si	9.6595	12.2515	27.8558	-0.1626	-0.0903	0.0689
Si	1.9295	1.1082	28.6932	-0.0331	0.0627	-0.0902
Si	5.7972	1.0937	28.7031	-0.0026	0.0174	-0.0495
Si	9.654	1.0795	28.6856	0.0207	0.0325	-0.1293
Si	0.0062	4.4433	28.6813	-0.0071	-0.0579	-0.0625
Si	3.884	4.452	28.7014	0.0203	-0.0558	0.0193
Si	7.7695	4.4031	28.6921	-0.0396	0.059	-0.2504
Si	1.9296	7.7996	28.7217	-0.0228	0.0229	-0.1021
Si	5.8249	7.772	28.7083	-0.0284	-0.0203	-0.0724
Si	9.6381	7.762	28.7072	-0.0082	0.0153	-0.007
Si	-0.0231	11.1702	28.7198	0.0093	-0.0175	-0.0185
Si	3.8187	11.1235	28.7233	0.0162	0.0309	-0.1414
Si	7.7322	11.1283	28.6861	-0.0502	-0.0014	0.0232
Si	1.9336	1.1164	31.0671	-0.023	-0.0031	-0.1048
Si	5.8008	1.1164	31.0671	0.0091	0.0548	0.0065
Si	9.6679	1.1164	31.0671	-0.0077	-0.077	-0.0342
Si	0	4.4654	31.0671	-0.0113	0.0083	-0.0413
Si	3.8672	4.4654	31.0671	0.0019	-0.0056	0.0131
Si	7.7343	4.4654	31.0671	0.0961	-0.1146	-0.0322
Si	1.9336	7.8145	31.0671	-0.0015	-0.0932	0.2093
Si	5.8008	7.8145	31.0671	0.1134	-0.0914	0.0869
Si	9.6679	7.8145	31.0671	-0.0979	-0.1351	0.0341
Si	0	11.1635	31.0671	-0.1164	0.0659	0.1313
Si	3.8672	11.1635	31.0671	-0.0491	-0.0954	0.1609
Si	7.7343	11.1635	31.0671	0.1166	-0.0811	-0.0976
Si	0	0	0.3944	0.13	-0.0101	-0.0079
Si	3.8672	0	0.3944	-0.0759	0.0599	0.2329
Si	7.7343	0	0.3944	-0.0781	0.0328	-0.068
Si	1.9336	3.3491	0.3944	0.1505	-0.0913	-0.0277
Si	5.8008	3.3491	0.3944	-0.0742	-0.0889	-0.0926
Si	9.6679	3.3491	0.3944	-0.0481	0.0683	-0.2289
Si	0	6.6981	0.3944	-0.0455	0.0798	0.0509
Si	3.8672	6.6981	0.3944	-0.0212	0.083	-0.0092
Si	7.7343	6.6981	0.3944	0.0138	0.0423	-0.069
Si	1.9336	10.0472	0.3944	-0.0028	0.1546	0.1888
Si	5.8008	10.0472	0.3944	-0.1911	0.1448	-0.2109
Si	9.6679	10.0472	0.3944	0.003	0.1277	-0.3693
Si	0.0068	0.0393	2.7577	0.0191	0.0127	0.0236
Si	3.8453	0.0324	2.8007	0.0051	-0.0197	-0.0108
Si	7.7152	0.0392	2.7586	-0.0689	0.0581	0.0174
Si	1.9607	3.336	2.7622	-0.0528	0.0217	0.1332
Si	5.798	3.3472	2.7524	0.0353	0.0257	0.1087
Si	9.6611	3.3903	2.7358	-0.0037	0.0178	0.2089
Si	-0.0139	6.74	2.7669	0.0162	-0.0473	0.0079
Si	3.8498	6.728	2.7611	-0.0089	-0.0523	0.0661
Si	7.7147	6.7255	2.7479	0.001	-0.0776	-0.0662
Si	1.8977	10.1027	2.7936	0.005	0.0216	0.2038
Si	5.7322	10.1034	2.7406	0.0007	-0.0059	0.1572
Si	9.6408	10.1108	2.7116	0.0438	-0.0762	0.0065
Si	-0.0204	2.2776	3.5202	0.2193	-0.0907	0.1031
Si	3.8999	2.2502	3.6513	0.0084	-0.1736	0.0487
Si	7.7503	2.2741	3.5538	-0.1786	-0.1362	0.1251
Si	1.9209	5.569	3.5072	-0.0539	0.1781	0.1058
Si	5.784	5.5795	3.5003	0.0564	0.1681	0.1063
Si	9.6523	5.6159	3.5401	-0.0407	0.2126	0.1376
Si	-0.0688	8.9991	3.5401	-0.1021	-0.1147	0.1276
Si	3.8265	8.9579	3.5983	-0.0081	-0.0003	-0.0383
Si	7.6925	9.0055	3.3952	-0.0424	-0.2004	-0.0097
Si	1.9078	12.3431	3.671	0.1186	0.1204	0.0563
Si	5.7872	12.3256	3.5846	-0.1199	0.1339	0.0663
Si	9.6589	12.3344	3.489	0.0913	0.0325	0.1871
Si	-0.0144	2.3161	5.8783	-0.0855	0.1374	-0.3431
Si	3.9777	2.2914	6.1008	-0.0292	0.1749	-0.2244
Si	7.7791	2.2718	5.938	0.1288	0.204	-0.3692
Si	1.8793	5.5751	5.8625	0.1695	-0.0511	-0.4743
Si	5.8102	5.5982	5.8501	0.0082	-0.0514	-0.4354
Si	9.6134	5.6601	5.9157	0.0482	-0.197	-0.397
Si	-0.1639	9.0702	5.9213	0.1711	-0.0051	-0.418
Si	3.8069	8.963	6.0051	-0.0442	-0.112	-0.0689
Si	7.6501	9.0736	5.6971	0.1107	-0.0569	-0.1337
Si	1.884	12.4155	6.1306	-0.2503	0.0027	-0.3034
Si	5.8036	12.3311	5.9831	0.0926	0.022	-0.3848
Si	9.6673	12.3878	5.8381	-0.0411	-0.0588	-0.3021
Si	1.9278	1.3814	6.8774	-0.083	0.3399	0.2456
Si	5.9667	1.1205	6.9471	0.2317	-0.0504	0.2796
As	9.7126	1.1778	6.8983	-0.0338	-0.0519	0.3328
As	-0.0622	4.519	6.8768	0.0046	0.0069	0.3633
As	3.8881	4.5932	6.9076	-0.1789	-0.0905	0.3991
As	7.718	4.5079	6.9087	0.0179	-0.0769	0.2497
Si	1.7684	7.8543	6.5386	-0.3845	-0.0842	0.1696
Si	5.8229	7.8577	6.5952	0.2377	-0.1394	0.2501
Si	9.4505	7.9186	6.6883	-0.3223	0.0555	0.3309
As	-0.1216	11.2618	6.99	0.2463	0.0534	0.1731
Si	3.8386	11.2064	6.7607	0.0696	0.0794	0.332
As	7.7747	11.2152	6.788	-0.0462	0.0193	0.4193
O	8.916	7.9369	8.3059	0.1215	0.048	-0.0986
O	6.4021	1.0173	8.593	-0.1257	-0.0136	-0.2739
O	1.2441	7.7559	8.116	0.1573	0.1051	0.1566
O	1.7771	2.0158	8.4466	0.071	-0.2187	-0.1711
O	3.9415	11.1945	8.4333	-0.0287	-0.0161	-0.151
O	6.1961	7.7042	8.2282	-0.0527	0.1377	-0.0389
O	7.4638	-0.8981	23.0682	0.1009	0.1624	0.1975
O	1.9002	9.5093	23.3032	0.007	-0.003	-0.0264
O	11.9933	7.2093	23.1961	-0.0324	-0.1341	0.0246
O	1.9905	3.7249	23.0918	-0.1357	-0.072	0.0244
O	9.847	9.9777	22.9588	-0.1095	0.0193	0.2569
O	4.1237	6.4918	23.0391	-0.0527	0.0435	0.1653
Si	4.3205	1.7405	14.6278	0.0298	0.0156	-0.024
Si	2.9981	5.1024	19.445	-0.0383	0.1187	-0.0727
Si	9.265	9.8697	15.7781	-0.0648	-0.0499	-0.1238
Si	8.879	16.0135	18.5411	0.0156	0.0188	-0.0408
Si	2.0188	-8.0871	11.2463	-0.0603	0.1017	0.2592
Si	7.2488	0.5322	14.7916	0.0009	-0.0133	-0.0457
Si	2.0044	2.431	10.0075	0.0468	0.0119	0.0416
Si	15.6196	20.4601	12.758	-0.0174	0.0037	0.0285
Si	-9.364	13.51	15.9806	0.0165	0.0463	0.0367
Si	6.7937	13.8497	10.087	-0.0498	-0.0438	0.028
Si	8.3942	4.3324	13.3275	0.055	0.0905	-0.0066
Si	5.1454	9.7605	20.5461	-0.1413	0.0275	-0.0711
Si	-4.1217	-8.9494	16.3603	0.0141	-0.0169	-0.0393
Si	11.1719	5.8375	12.9301	-0.0078	0.0525	-0.0044
Si	12.6314	5.6501	15.549	-0.035	0.0843	-0.066
Si	16.1379	3.3661	17.1741	-0.0297	-0.1193	0.0259
Si	8.0579	7.4506	17.0799	0.0653	0.0561	0.0532
Si	5.382	9.1383	17.3793	0.0107	-0.0057	-0.0301
Si	-1.7309	1.2431	16.2409	0.0859	-0.0497	-0.049
Si	-2	7.2528	19.7863	0.0686	-0.056	-0.1922
Si	2.1077	9.3584	13.3932	0.0153	-0.0512	0.0397
Si	1.3126	-9.9359	21.6344	0.1633	-0.0066	-0.0829
Si	2.4039	12.1293	12.0943	0.0172	0.0307	0.1661
Si	-1.2949	9.6892	21.4166	-0.0403	0.004	-0.0384
Si	1.6144	8.0742	9.655	-0.1357	-0.0116	0.0894
Si	7.0473	6.858	11.9343	-0.0472	0.1135	0.2655
Si	6.5801	10.7086	10.6293	0.0916	-0.0562	0.3031
Si	10.6644	12.1877	19.4308	0.0774	0.0659	-0.1011
Si	3.8743	20.5032	21.5427	0.1354	0.0446	-0.0708
Si	-8.0154	10.5002	9.8633	-0.054	0.0415	0.0577
Si	10.3793	17.8663	20.339	-0.0548	0.0986	-0.3951
Si	-4.0961	8.0743	9.1513	0.0622	-0.1583	-0.3433
Si	12.8193	8.3607	22.3502	0.0007	0.0913	0.325
Si	0.6014	15.8966	15.0226	0.0472	-0.0011	0.0163
Si	-0.2039	-1.528	16.47	-0.0007	0.0144	0.0851
Si	3.5937	14.1565	18.5494	-0.0394	0.0173	-0.0161
Si	6.8786	-1.8038	16.638	0.0052	-0.0577	-0.0718
Si	7.7274	26.733	19.0617	0.0931	-0.0578	-0.1015
Si	1.3974	0.6151	20.5535	0.1359	-0.1454	-0.2248
Si	4.2373	1.1319	11.7527	-0.0768	-0.0583	0.2038
Si	-0.4638	-4.7193	11.8018	-0.0507	-0.0389	0.2388
Si	0.339	-12.2518	12.2304	0.0129	-0.1437	0.117
Si	8.744	1.3754	12.1811	0.0452	0.066	0.1775
Si	11.9054	6.0724	18.4173	-0.0192	0.003	-0.0639
Si	-3.2147	9.5288	12.7428	0.046	-0.0587	-0.0313
Si	3.3314	7.6833	15.5225	-0.0278	0.0404	-0.0072
Si	6.562	12.1574	21.7468	-0.2475	-0.1094	0.0845
Si	-7.7406	-1.0237	20.9038	0.0108	-0.0452	-0.105
O	2.2123	14.6521	19.2798	-0.048	0.0245	0.0796
O	4.9082	8.3569	21.3378	0.0297	-0.0306	0.0699
O	7.5562	7.0151	10.3917	0.0237	-0.0437	-0.036
O	9.7616	9.554	11.8323	0.0023	-0.0011	-0.0942
O	13.9054	17.4192	10.2867	-0.0171	-0.1095	-0.1324
O	-0.9231	7.132	12.0826	0.0203	-0.0073	-0.0495
O	0.2223	9.1297	21.3439	0.0606	-0.0293	-0.0224
O	7.3115	9.6084	9.6697	0.0181	0.0948	0.0282
O	6.8286	-0.7888	17.9114	-0.0274	0.0215	0.1113
O	2.3728	-0.4877	21.2991	0.0196	-0.0003	0.0516
O	16.1735	1.9702	18.0535	0.001	0.0293	0.0147
O	-1.1652	13.1266	16.0762	-0.0193	0.0214	-0.0326
O	4.3861	13.1889	19.5806	0.0059	-0.0419	0.0516
O	8.4814	2.9632	12.4554	-0.0257	-0.0749	-0.0887
O	-2.2245	3.2347	19.9737	-0.0264	-0.0285	0.1009
O	7.6786	1.5616	18.8639	-0.0288	-0.0204	0.0458
O	7.4233	5.3987	12.5528	-0.0122	-0.0198	-0.0546
O	7.8	3.983	14.8164	-0.0155	0.0115	0.0358
O	-3.8479	8.0236	12.8395	-0.0114	-0.0361	-0.065
O	1.0564	-0.3417	12.2559	-0.0033	0.0219	-0.0594
O	3.6964	4.3986	18.1354	-0.0085	0.0315	0.0369
O	3.3229	1.6432	10.526	0.0322	-0.0003	-0.0925
O	0.6111	4.9699	12.019	0.0715	-0.0157	-0.1049
O	7.9206	0.5143	13.309	-0.0229	-0.0317	-0.0401
O	9.5475	5.8523	20.6529	0.0266	-0.0831	0.1284
O	7.1983	-0.3752	20.5463	0.0923	0.0614	0.0446
O	-6.5847	12.6573	22.0308	0.0329	-0.0208	-0.0568
O	7.2871	10.5597	12.1085	-0.1014	0.0335	-0.2177
O	2.9416	9.0197	9.6502	0.0585	-0.0012	-0.0991
O	0.382	6.3626	14.2413	0.0039	0.0047	0.0022
O	4.3825	7.1775	14.3589	-0.0482	-0.0149	-0.0052
O	-4.7352	-0.9873	15.231	-0.0175	0.0213	-0.022
O	8.4488	-6.1819	18.6419	0.001	0.0162	0.0492
O	10.2887	11.0268	20.4987	-0.0691	-0.0526	0.1025
O	0.5396	-4.2186	12.989	0.0151	0.0077	-0.0529
O	8.2862	14.5883	15.8669	0.0506	0.0324	0.024
O	5.744	1.0192	11.1953	0.0276	0.0351	-0.0518
O	10.7801	10.4858	15.858	0.0207	0.0252	0.0158
O	10.3265	14.379	12.3175	-0.0501	0.0114	-0.0656
O	7.8078	6.0331	16.3472	-0.0039	-0.0209	-0.0465
O	3.9102	2.9379	15.6926	0.0022	0.0114	0.0042
O	-5.7131	14.8056	14.8769	0.0087	-0.0093	-0.0037
O	3.1935	5.6898	12.3518	-0.0408	-0.0573	-0.1125
O	1.3276	1.4824	16.0881	-0.0015	-0.0126	0.0232
O	3.3528	13.8178	14.8291	-0.0284	-0.0073	0.0146
O	8.7454	9.9956	14.2474	0.0153	0.0113	-0.0007
O	8.2726	10.744	16.7364	0.0203	0.0095	0.0996
O	5.4238	7.068	11.9486	0.0029	0.0086	-0.1051
O	6.4223	-2.8144	21.2075	0.1496	0.1224	0.1207
O	-0.1167	11.6878	18.1001	-0.0056	-0.0253	0.0066
O	-1.0066	2.3101	15.2342	-0.0558	-0.0106	0.0281
O	2.4801	6.3289	15.8659	0.0539	-0.0095	0.0543
O	-11.9494	18.0814	18.971	-0.023	-0.07	0.1279
O	5.9571	4.0753	16.8245	0.01	0.0128	0.0025
O	9.2158	-5.0802	16.296	-0.0106	-0.0086	0.0283
O	2.4559	-1.9815	10.6223	0.0181	-0.0079	-0.1093
O	-7.4339	15.5475	13.0452	-0.0083	-0.0054	-0.0717
O	-4.8054	12.2149	10.0607	0.0239	0.0838	-0.1332
O	5.3457	9.3705	18.9816	0.022	0.0024	0.0877
O	1.8707	6.1269	18.841	0.0721	-0.0333	0.0717
O	9.2592	12.8104	18.9294	-0.048	0.0525	0.0395
O	2.4719	10.9412	13.2204	0.0074	0.0287	-0.0833
O	-2.2529	8.5445	20.7382	-0.0705	0.0134	0.1097
O	6.6559	8.2317	17.002	-0.0084	-0.01	-0.0282
O	11.6886	6.0255	16.8123	-0.0445	0.0117	0.082
O	14.6646	8.3838	12.4548	0.0496	-0.007	-0.124
O	17.1797	10.5969	16.6552	0.0078	0.001	0.0039
O	2.3607	8.8726	14.9321	-0.0022	0.0013	-0.005
O	-3.1784	17.1838	17.5087	0.0031	0.0113	0.0474
O	9.9077	4.9459	13.4072	-0.0159	-0.0347	0.011
O	12.6829	1.854	21.5352	-0.0593	0.0052	0.1297
O	-0.5248	7.3316	19.0499	-0.0367	0.012	0.0721
O	1.895	6.6366	10.3324	0.025	-0.0817	-0.0388
O	-0.1755	4.1484	21.5441	-0.0154	0.034	0.1781
O	0.9218	15.4209	13.4919	0.0091	0.0293	-0.0618
O	4.9716	10.3973	10.731	0.0378	0.0095	-0.0586
O	12.305	1.9317	10.8545	-0.0458	0.0355	-0.101
O	3.8286	10.7545	20.6332	0.0701	0.0369	0.0735
O	0.3291	8.7936	10.3797	0.015	0.0164	-0.0929
O	2.3036	4.0103	20.4518	-0.0626	-0.0369	0.1296
O	1.084	4.0317	15.3043	0.0375	-0.0739	-0.006
O	4.072	8.3281	16.824	0.0014	-0.0236	0.0417
O	8.2361	14.3794	10.6718	0.013	-0.0295	-0.1638
O	3.1066	13.2277	17.3162	0.0114	-0.0095	-0.007
O	11.5967	-0.0901	20.1577	0.0262	0.0747	0.0991
O	2.3433	7.6455	21.4364	-0.0525	-0.0556	-0.0129
O	1.263	-1.1941	15.8001	-0.0014	0.0238	0.0162
O	4.0596	5.9891	20.3441	-0.003	-0.0126	0.0718
O	3.7458	-0.352	12.2201	0.0363	0.0364	-0.0366
O	10.0756	1.8053	17.7626	-0.0173	0.0094	0.0501

Results
free energy: -215460.864 eV
free energy less fixed offsets of As -4856.12, O -568.88, Si -635.61 eV per atom: -6.504 eV

The program warned: the cutoff lies below the one the program advises for these potential files; the forces do not sum to zero within the program's tolerance; the exchange-correlation potential is rough where the density is thin.
